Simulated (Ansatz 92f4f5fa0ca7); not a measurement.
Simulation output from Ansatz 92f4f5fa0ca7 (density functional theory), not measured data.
Periodic cell of 227 atoms, Si136O81N10, from a study of silicon, its oxide and their interface. The atomic structure is a simulated model.
This geometry differs little from another in the collection (a relaxation step or a small displacement).

Settings: functional r2SCAN; potential files Ansatz PAW; basis plane waves; wave-function cutoff 800 eV; density cutoff ratio 5; exchange-correlation grid ratio 1; k mesh 1 x 1 x 1, shifted by 0.5 0.5 0 of a step; self-consistency stop 1e-10 eV per atom in the density residual; occupations fixed; spin none; net charge 0.

Cell vectors (angstrom)
a  10.88  0  0
b  0  10.88  0
c  0  0  32.9183

Atoms: element, x, y, z (angstrom)
Si  0.297  -0.4425  -0.1742
Si  2.9926  2.2159  -0.3201
Si  -0.3749  5.5812  0.0136
Si  2.6279  8.2904  0.1484
Si  5.1216  0.0547  0.2873
Si  7.9895  2.8173  -0.0994
Si  5.7769  5.042  -0.3005
Si  8.4429  7.9276  -0.0948
Si  1.3333  1.2787  1.1014
Si  4.1007  3.9361  0.9852
Si  1.3435  6.6758  1.2248
Si  3.9391  9.5001  1.6184
Si  6.7887  1.3353  1.2756
Si  9.3977  4.0414  1.3329
Si  6.7847  6.727  1.0973
Si  9.5716  9.4557  1.2439
Si  0.0038  2.6612  2.5136
Si  2.5591  0.0507  2.7483
Si  0.0235  8.0872  2.6243
Si  2.7703  5.3061  2.4696
Si  5.4035  2.7142  2.5716
Si  8.1903  -0.0405  2.5684
Si  5.4726  8.0569  2.5967
Si  8.0692  5.4464  2.6371
Si  1.3877  4.0137  3.8841
Si  4.046  1.3836  3.9743
Si  1.2837  9.4865  4.0408
Si  4.0843  6.6996  3.9118
Si  6.7353  4.0696  3.9738
Si  9.532  1.3307  3.9338
Si  6.8292  9.4637  3.9284
Si  9.4955  6.7757  3.9647
Si  -0.0471  -0.0116  5.3665
Si  2.7137  2.7235  5.3431
Si  0.0204  5.4018  5.2563
Si  2.741  8.1201  5.2828
Si  5.4426  -0.0193  5.26
Si  8.1578  2.7158  5.2851
Si  5.4173  5.4129  5.3541
Si  8.1739  8.1515  5.3365
Si  1.3509  1.3551  6.6851
Si  4.0678  4.0706  6.7084
Si  1.3625  6.7802  6.6403
Si  4.0904  9.5176  6.6447
Si  6.7942  1.3452  6.6391
Si  9.5385  4.077  6.6509
Si  6.8088  6.789  6.6766
Si  9.5047  9.5092  6.7188
Si  0.0123  2.7378  8.0368
Si  2.7158  -0.0093  8.0329
Si  0.0317  8.1562  8.0356
Si  2.7094  5.4466  8.0242
Si  5.4438  2.6986  8.0325
Si  8.1565  0.0221  8.0257
Si  5.4642  8.1814  8.0079
Si  8.219  5.4712  8.0376
Si  1.3642  4.1114  9.4056
Si  4.0427  1.3724  9.4074
Si  1.3546  9.5305  9.4267
Si  4.0548  6.8538  9.332
Si  6.841  4.0872  9.3393
Si  9.5439  1.3616  9.375
Si  6.8559  9.5116  9.3781
Si  9.5863  6.8392  9.4525
Si  -0.017  0.0165  10.7989
Si  2.6771  2.7635  10.7988
Si  0.0977  5.4996  10.8288
Si  2.6996  8.1476  10.7775
Si  5.4334  -0.047  10.6621
Si  8.2294  2.7559  10.7089
Si  5.4706  5.5192  10.5996
Si  8.2808  8.2665  10.8186
Si  1.2595  1.4021  12.1935
Si  4.0931  4.2589  11.9761
Si  1.4208  6.856  12.3092
Si  4.1235  9.4641  12.062
Si  6.8001  1.3503  11.9145
Si  9.6118  4.1104  12.1097
Si  6.8557  6.8265  11.9639
Si  9.598  9.627  12.3618
Si  -0.0927  2.8052  13.6863
Si  2.8025  0.0156  13.3362
Si  0.1401  8.207  13.8275
Si  2.9293  5.5347  13.614
Si  5.5193  2.8465  13.0906
Si  8.0362  0.2369  13.528
Si  5.5443  8.128  13.3868
Si  8.1972  5.4861  13.3362
Si  1.8046  3.8329  14.7452
Si  4.0472  1.6767  14.3772
Si  1.7355  9.6901  15.0103
Si  4.8365  6.436  14.8929
Si  6.829  4.0523  14.5917
Si  8.8488  1.9002  15.0162
Si  6.9097  9.4624  14.7647
Si  9.0865  7.0901  14.8113
Si  0.3338  6.1465  18.8939
Si  5.4693  0.4034  16.8579
Si  7.2535  2.7253  17.4994
Si  5.8874  8.2641  17.2209
Si  5.3307  3.637  19.7114
Si  9.3297  4.126  19.0816
Si  2.6059  4.626  19.6203
Si  14.279  -1.2756  17.642
Si  10.7817  11.5962  16.8089
Si  0.0478  4.8862  21.3191
Si  0.455  9.7786  29.7938
Si  9.3304  6.4526  25.7207
Si  1.1097  3.5704  17.5392
Si  3.2503  1.6418  18.8859
Si  1.1051  -0.4958  19.1749
Si  -2.3534  9.0368  26.9004
Si  10.6901  10.1331  21.8045
Si  13.3761  0.7392  22.8194
Si  10.9071  8.2477  24.0725
Si  8.6632  6.7221  17.7829
Si  2.5693  -6.9523  22.6245
Si  0.6375  5.5189  24.1529
Si  5.0064  1.1265  21.3587
Si  8.4894  1.6193  24.3679
Si  11.3362  5.3253  30.1849
Si  1.5382  2.7245  29.7463
Si  5.597  3.6964  22.5466
Si  7.4526  11.066  28.8307
Si  10.6647  10.807  25.5933
Si  7.434  4.1414  25.0824
Si  -1.099  1.2668  30.5604
Si  6.5504  9.3096  30.9968
Si  17.5966  -0.6966  24.8602
Si  14.8186  0.2489  25.6
Si  7.6894  0.1684  22.132
Si  1.7498  0.6694  27.5643
Si  12.9508  7.5002  29.4546
Si  10.3879  7.314  28.4458
Si  15.4201  -3.7653  30.7201
Si  6.2942  12.6824  26.4221
O  1.5009  -1.53  -0.3853
N  -0.1839  -0.1232  31.0942
O  4.1338  1.0563  -0.5679
O  2.4281  2.5525  31.0982
O  5.7245  -2.7608  30.301
O  -5.758  -0.8102  25.208
O  1.1438  7.2901  28.115
O  2.1789  1.951  28.4694
O  6.6059  -0.2071  30.1462
O  7.9778  -2.184  31.4524
O  9.5249  6.7803  -0.5344
O  10.8542  4.6988  31.59
O  6.9192  3.9178  -0.7391
O  5.1588  5.7028  31.2395
O  6.611  12.1019  27.9151
O  9.8519  11.6282  24.4626
O  1.4678  4.4484  16.2153
O  2.9004  2.6383  15.0461
O  -1.5964  11.8134  16.2698
O  0.7491  10.7663  15.7286
O  5.0995  7.1542  16.333
O  5.1099  12.0468  15.4895
O  8.5907  2.8395  18.4352
N  6.1255  -1.1402  16.324
N  7.6744  13.9292  15.7841
O  8.1144  8.3812  15.0816
O  8.947  6.2862  16.2393
O  10.2018  7.2404  18.1983
O  1.971  5.9778  18.8678
O  -0.102  10.797  18.1855
O  6.6478  1.2267  17.5976
O  10.8078  6.2657  20.4659
O  11.4194  2.1678  17.0023
O  6.2377  3.916  21.0451
O  5.6979  5.0671  15.1975
O  8.3875  5.4412  18.7571
O  6.1308  3.6516  18.2805
O  4.6682  8.7277  18.2117
N  4.5341  2.0902  19.9809
O  4.2078  4.8173  19.7321
O  10.5705  5.1267  22.8754
N  10.8171  4.5305  18.3439
N  1.7548  4.4415  21.1668
O  18.1884  7.6743  17.8347
O  2.4026  2.3358  22.72
O  2.8955  -1.654  16.1036
N  3.9522  0.3878  17.7638
O  1.1346  7.0696  24.0463
O  4.1247  4.3802  22.6104
O  9.5119  7.5675  24.5561
O  5.3171  2.0962  22.6391
O  10.8839  13.173  30.0024
N  2.4751  3.2227  18.5361
O  2.0091  0.8022  19.5418
O  -0.7413  -4.9733  29.2421
O  2.103  -1.5843  18.5348
O  0.5252  -1.3776  24.9703
N  7.2487  0.8915  25.3191
O  -4.3581  4.2555  23.7403
O  7.9755  -5.293  25.5514
O  -1.2578  10.1973  26.6538
O  13.9202  -0.1021  26.9292
O  11.2766  9.6841  20.3922
O  15.607  1.6109  26.0289
O  10.6228  16.3288  25.5281
O  -1.1314  3.928  20.6562
O  10.5681  8.7732  22.6183
O  7.4611  -1.8859  25.681
O  -0.6468  -2.243  29.3942
O  11.6694  0.982  26.2894
O  8.0175  -9.2784  22.8232
O  8.7034  3.1615  24.7904
N  9.2997  7.4739  27.137
O  12.2446  6.5949  30.6116
O  6.4234  0.3241  21.1013
O  14.486  7.0143  29.3864
O  6.6185  3.3913  26.2796
O  3.621  -3.1617  31.9089
O  1.9109  -6.3284  23.987
O  1.0061  -10.7058  22.4608
O  9.154  10.6376  21.5463
O  7.1558  10.0264  23.2986
O  7.71  9.6058  28.1735
O  12.29  4.2946  29.3888
O  19.713  22.6339  29.3133
O  16.668  9.7514  32.3274
O  -2.0009  1.9703  31.7205
O  13.8205  0.3681  24.3357
O  12.778  -1.8535  29.9637
O  11.6517  -0.1824  28.5165
O  3.7105  0.2328  21.8168

Results
free energy: -137052.561 eV
free energy less fixed offsets of N -386.36, O -570.45, Si -639.56 eV per atom: -2.351 eV

Forces (eV/angstrom), in the order of the atoms: element, x, y, z
Si  0.0523  0.0616  0.2424
Si  0.0076  0.0692  0.2395
Si  -0.0291  0.0562  0.2078
Si  -0.0966  -0.0018  0.1025
Si  -0.0106  0.0853  0.0886
Si  -0.0538  0.0264  0.223
Si  -0.0529  0.0428  0.2511
Si  -0.0569  -0.0457  0.2542
Si  -0.0278  0.0167  -0.0366
Si  0.0427  0.011  -0.0398
Si  -0.0179  0.0148  0.0199
Si  0.0603  -0.0117  0.066
Si  -0.0143  -0.0073  0.004
Si  0.0184  -0.0368  0.0181
Si  -0.0515  -0.0063  0.0196
Si  -0.006  -0.0154  0.0026
Si  0.0054  0.0201  0.0493
Si  -0.0117  -0.0336  0.0731
Si  -0.0257  0.0217  0.0741
Si  0.0254  -0.0181  0.0016
Si  -0.0269  -0.0169  0.0524
Si  -0.0234  -0.0055  0.0186
Si  -0.0124  0.0257  0.05
Si  0.0117  0.0047  0.0419
Si  -0.0158  0.0101  -0.0094
Si  0.0322  -0.022  -0.0204
Si  0.0295  0.0103  -0.0049
Si  -0.0124  0.0354  -0.0109
Si  -0.0157  0.0105  -0.0232
Si  -0.009  -0.0135  -0.0184
Si  -0.0139  0.0071  -0.0186
Si  0.0106  -0.0363  -0.0163
Si  0.0047  -0.0202  0.0085
Si  0.0061  -0.0331  -0.0194
Si  0.025  0.0109  0.0052
Si  0.0218  -0.0033  0.01
Si  -0.0244  -0.0059  0.0017
Si  -0.0098  0.0152  -0.0089
Si  0.0379  -0.0225  -0.0019
Si  0.001  0.0035  -0.0059
Si  0.0227  -0.0076  0.0115
Si  -0.0211  0.0018  0.0109
Si  -0.0161  -0.0007  -0.0132
Si  0.0472  0.0061  0.0021
Si  -0.0225  -0.0249  -0.0028
Si  -0.0117  -0.0032  -0.0017
Si  -0.0273  0.0037  0.0173
Si  -0.0182  0.0099  0.001
Si  0.0245  -0.0258  -0.0135
Si  -0.0271  0.0382  -0.0086
Si  0.0005  0.0282  -0.005
Si  0.0588  -0.0012  -0.004
Si  -0.0002  0.0339  -0.0044
Si  0.012  -0.0367  -0.0002
Si  0.0117  -0.0037  -0.001
Si  -0.0284  0.0097  -0.0065
Si  -0.0209  0.0345  -0.0002
Si  0.0218  -0.0605  0.0088
Si  0.011  -0.0308  0.0021
Si  -0.0035  0.0114  -0.0105
Si  -0.0062  -0.0122  0.0025
Si  -0.029  0.0149  0.019
Si  -0.0476  0.0255  -0.0003
Si  0.0319  0.0056  -0.0128
Si  0.0162  0.0155  0.063
Si  -0.0227  0.019  0.043
Si  0.012  -0.036  0.0243
Si  0.0294  -0.0045  0.0263
Si  0.0073  -0.0231  0.0539
Si  -0.0178  0.01  0.0396
Si  -0.0222  0.0215  -0.0235
Si  -0.003  -0.0681  0.0441
Si  0.051  -0.0071  -0.0332
Si  0.0489  0.0077  -0.0758
Si  0.0189  -0.0241  -0.0071
Si  -0.0217  0.058  -0.0571
Si  -0.0369  0.0428  -0.0863
Si  -0.0303  0.0234  -0.0279
Si  0.0078  0.0241  -0.0498
Si  -0.0026  0.0196  -0.0675
Si  0.0654  -0.0746  0.0444
Si  0.0031  -0.013  -0.0214
Si  -0.0301  -0.0152  0.0537
Si  -0.0053  -0.033  -0.018
Si  0.0255  -0.0376  -0.0615
Si  -0.0624  -0.0707  -0.0063
Si  0.042  0.0333  -0.0028
Si  0.0594  0.0314  -0.025
Si  0.0573  0.0348  -0.2193
Si  -0.1155  -0.0029  -0.1357
Si  -0.0719  -0.0529  -0.1951
Si  -0.0931  0.023  -0.229
Si  0.0172  0.0895  -0.1595
Si  0.0036  0.0956  -0.2082
Si  -0.0405  -0.0678  -0.1355
Si  0.131  0.0394  -0.1007
Si  -0.0521  -0.0481  -0.0804
Si  0.0317  -0.174  -0.1793
Si  0.0789  -0.0005  -0.3593
Si  -0.0751  0.0612  -0.2131
Si  -0.029  -0.0369  -0.2227
Si  -0.0027  -0.0109  -0.1453
Si  0.0445  -0.0496  -0.1608
Si  0.0727  -0.0196  -0.2088
Si  -0.093  -0.0003  -0.277
Si  0.0394  0.0335  -0.1168
Si  -0.0133  0.0334  0.2424
Si  0.008  0.1154  0.1568
Si  0.0069  -0.0205  -0.2081
Si  -0.0018  -0.0746  -0.2467
Si  0.0623  0.0456  -0.2209
Si  0.0472  -0.0421  0.18
Si  0.0683  0.0134  -0.1242
Si  0.0231  0.0382  -0.0556
Si  -0.0109  0.0329  0.0329
Si  -0.0385  0.0444  -0.2327
Si  -0.0526  0.0397  -0.1343
Si  -0.0388  -0.0143  -0.023
Si  -0.0677  0.0767  -0.1583
Si  -0.0172  0.0116  0.0376
Si  0.0884  0.0359  0.0999
Si  0.062  0.0334  0.2452
Si  -0.0453  -0.0016  -0.1025
Si  0.0354  -0.0246  0.2085
Si  0.0269  -0.0148  0.116
Si  0.0285  -0.0247  0.0659
Si  0.1002  -0.071  0.2054
Si  0.0164  -0.1093  0.2111
Si  0.0056  0.0003  0.0748
Si  -0.0432  0.0196  0.1135
Si  0.0057  0.0131  -0.0449
Si  -0.0285  -0.0203  0.2613
Si  0.0274  -0.0678  0.1474
Si  0.1122  -0.0271  0.1073
Si  0.0221  -0.0452  0.1419
Si  -0.0436  -0.0231  0.1494
O  -0.0214  -0.0339  -0.0975
N  0.0258  -0.0596  -0.3238
O  0.0046  -0.0087  -0.0404
O  -0.0571  0.002  -0.2069
O  -0.0079  0.0278  -0.0778
O  0.0402  -0.019  -0.047
O  -0.042  0.0087  -0.0856
O  0.0297  -0.0533  -0.1439
O  0.0469  0.0754  -0.1631
O  0.008  0.0605  -0.171
O  0.0356  -0.0112  -0.0875
O  0.0121  -0.0454  -0.1281
O  0.0216  -0.0174  -0.0922
O  -0.017  0.0524  -0.1696
O  -0.047  0.0553  -0.141
O  -0.0123  0.0087  -0.0573
O  -0.0138  0.0057  0.1478
O  -0.0447  0.0232  0.0993
O  0.0272  -0.0233  0.1098
O  -0.0681  0.1343  0.1314
O  0.1236  0.0306  0.1251
O  0.1394  0.0409  0.1032
O  0.01  -0.0054  0.1198
N  -0.0135  0.0638  0.1925
N  -0.102  -0.0443  0.321
O  0.0114  0.0619  0.0963
O  -0.059  -0.0563  0.0815
O  0.0272  0.0822  0.0527
O  0.042  -0.0135  0.0436
O  0.0327  -0.0796  0.21
O  0.0022  -0.0182  0.1103
O  -0.0136  0.0057  0.0688
O  0.0379  0.047  0.0825
O  0.0295  0.0246  0.0916
O  -0.0527  -0.0392  0.1392
O  -0.0121  -0.0067  0.0773
O  -0.0432  0.0591  0.1039
O  -0.0389  -0.0785  0.0842
N  0.0063  0.0056  0.0752
O  0.0144  0.0481  0.0674
O  -0.0367  -0.022  0.0276
N  -0.0782  -0.0346  0.0344
N  0.0263  0.0108  0.0873
O  0.0693  -0.0644  0.1156
O  0.0014  -0.0073  0.0221
O  0.0592  -0.0554  0.1329
N  -0.006  0.1223  0.1936
O  0.0297  -0.012  -0.0125
O  0.0497  0.0223  0.0398
O  -0.0044  -0.0213  -0.0553
O  0.0367  -0.0068  0.0931
O  -0.0279  0.0316  -0.0671
N  0.0232  0.0233  0.1562
O  -0.0712  0.0263  0.1038
O  -0.0979  0.0243  -0.0845
O  -0.0823  -0.002  0.1122
O  0.0497  -0.0157  -0.0202
N  0.0214  -0.0022  -0.0183
O  0.0018  0.0099  0.0071
O  -0.0656  -0.0541  -0.0344
O  -0.0031  0.0745  -0.0677
O  0.0566  -0.0108  -0.092
O  -0.0495  -0.0422  0.1293
O  0.0128  -0.0128  -0.0547
O  0.0211  -0.0278  -0.0059
O  0.0104  -0.0416  0.1538
O  -0.0169  -0.0268  -0.0122
O  -0.0574  -0.0057  -0.0805
O  -0.1021  -0.0045  -0.0771
O  -0.0382  0.0165  -0.1003
O  -0.0109  -0.0046  -0.0362
O  -0.0009  0.0054  -0.0175
N  -0.0549  -0.0127  -0.1032
O  0.005  0.0133  -0.0576
O  0.0602  -0.0321  0.0333
O  -0.0214  0.0153  -0.0935
O  0.0135  0.0194  -0.0538
O  0.0673  -0.0126  -0.1107
O  0.0193  -0.0043  0.067
O  0.0259  0.0282  0.044
O  -0.0495  -0.0002  0.0238
O  -0.0145  -0.0232  0.0148
O  0.0006  -0.0527  -0.0748
O  0.0131  -0.034  -0.0623
O  -0.0721  -0.0046  -0.1268
O  -0.0022  -0.0668  -0.1001
O  0.0609  -0.0766  -0.1571
O  -0.0167  -0.0175  -0.0126
O  0.0291  0.0562  -0.0046
O  0.0319  0.0517  -0.1255
O  0.0033  -0.0353  0.0375

The program warned: the cutoff lies below the one the program advises for these potential files; the forces do not sum to zero within the program's tolerance; empty levels may hold ghost states of the PAW files; the exchange-correlation potential is rough where the density is thin.
